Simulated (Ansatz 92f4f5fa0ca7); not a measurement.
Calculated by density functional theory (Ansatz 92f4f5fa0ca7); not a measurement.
Periodic cell of 289 atoms, Si199O82H8, from a study of silicon, its oxide and their interface. The atomic structure is a simulated model.
Doubt: the cutoff is far below the 930 eV that the study's wrapper takes by default for these files, so forces and energies are approximate.

Settings
functional: PBE
potential files: Ansatz PAW
basis: plane waves
wave-function cutoff: 580 eV
density cutoff ratio: 5
exchange-correlation grid ratio: 1
k mesh: 1 x 1 x 1, Gamma-centred
self-consistency stop: 5e-08 eV per atom in the density residual
occupations: fixed
spin: none
net charge: 0

Cell vectors (angstrom)
a  10.938  0  0
b  0  10.938  0
c  0  0  42.7635

Atoms and the computed forces on them: element, x, y, z (angstrom), force x, y, z (eV/angstrom)
Si  0  0  40.7115  -0.0227  -0.0034  0.005
Si  5.469  0  40.7115  -0.0202  -0.0085  0.0022
Si  2.7345  2.7345  40.7115  -0.0041  -0.0215  -0.0049
Si  8.2035  2.7345  40.7115  -0.015  -0.0348  -0.0068
Si  0  5.469  40.7115  -0.0187  -0.0071  -0.0019
Si  5.469  5.469  40.7115  -0.0181  -0.0019  0.0039
Si  2.7345  8.2035  40.7115  -0.002  -0.0243  -0.004
Si  8.2035  8.2035  40.7115  -0.0069  -0.0215  -0.0018
Si  1.3673  1.3673  42.0787  0.0144  0.0104  -0.0006
Si  6.8362  1.3673  42.0787  0.0067  0.0102  0.0002
Si  4.1018  4.1018  42.0787  -0.0042  -0.0034  -0.0003
Si  9.5708  4.1018  42.0787  0.001  0.004  -0.0022
Si  1.3673  6.8362  42.0787  0.0065  0.0138  0
Si  6.8362  6.8362  42.0787  0.0104  0.012  0.0002
Si  4.1018  9.5708  42.0787  -0.0039  -0.0001  0
Si  9.5708  9.5708  42.0787  -0.0032  -0.0048  -0.0012
Si  2.7345  0  37.977  0.0082  0.0352  -0.004
Si  8.2035  0  37.977  0.0375  -0.0339  -0.0319
Si  0  2.7345  37.977  -0.1351  -0.1212  0.0053
Si  5.469  2.7345  37.977  -0.1494  -0.096  -0.0017
Si  2.7345  5.469  37.977  0.0339  0.0216  -0.0027
Si  8.2035  5.469  37.977  -0.0154  0.0353  -0.0029
Si  0  8.2035  37.977  -0.1438  -0.0894  -0.0072
Si  5.469  8.2035  37.977  -0.1213  -0.1078  -0.0056
Si  4.1018  1.3673  39.3442  0.0166  0.0135  0.0211
Si  9.5708  1.3673  39.3442  0.0332  0.0075  0.0184
Si  1.3673  4.1018  39.3442  0.0162  0.0141  -0.0175
Si  6.8362  4.1018  39.3442  -0.0012  0.0348  -0.0134
Si  4.1018  6.8362  39.3442  0.0135  0.0153  0.0203
Si  9.5708  6.8362  39.3442  -0.0001  0.031  0.0189
Si  1.3673  9.5708  39.3442  0.0081  0.0209  -0.0136
Si  6.8362  9.5708  39.3442  0.0145  0.0146  -0.0137
Si  0  0  3.417  -0.0014  -0.021  0.0078
Si  5.469  0  3.417  -0.0131  -0.0074  0.0187
Si  2.7345  2.7345  3.417  0.0111  -0.0353  -0.0158
Si  8.2035  2.7345  3.417  -0.0139  -0.0122  -0.0242
Si  0  5.469  3.417  -0.0334  0.0065  0.0197
Si  5.469  5.469  3.417  0.0174  -0.0389  0.0084
Si  2.7345  8.2035  3.417  -0.0241  0.0029  -0.0265
Si  8.2035  8.2035  3.417  -0.0097  -0.0217  -0.0153
Si  1.3673  1.3673  4.7843  0.1342  0.0461  -0.0044
Si  6.8362  1.3673  4.7843  0.1016  0.1369  -0.0072
Si  4.1018  4.1018  4.7843  0.0442  -0.0804  -0.0004
Si  9.5708  4.1018  4.7843  -0.0486  -0.0198  -0.0021
Si  1.3673  6.8362  4.7843  0.0828  0.1606  0.0088
Si  6.8362  6.8362  4.7843  0.1419  0.0523  -0.0337
Si  4.1018  9.5708  4.7843  -0.0567  -0.0479  -0.0146
Si  9.5708  9.5708  4.7843  -0.0036  -0.0092  0.0162
Si  2.7345  0  0.6825  0.0016  0.0007  0.0011
Si  8.2035  0  0.6825  0.0056  0.0037  0
Si  0  2.7345  0.6825  -0.0124  -0.0153  0.001
Si  5.469  2.7345  0.6825  -0.0054  -0.0138  0.0013
Si  2.7345  5.469  0.6825  0.0065  0.0019  0.0007
Si  8.2035  5.469  0.6825  -0.0034  0.0001  0.0007
Si  0  8.2035  0.6825  -0.0119  -0.0087  0.0001
Si  5.469  8.2035  0.6825  -0.0088  -0.0123  0.0021
Si  4.1018  1.3673  2.0497  0.0025  0.0208  0.0002
Si  9.5708  1.3673  2.0497  -0.0018  0.0162  0.0053
Si  1.3673  4.1018  2.0497  0.0164  0.0025  0.0034
Si  6.8362  4.1018  2.0497  0.0209  0.0089  -0.0045
Si  4.1018  6.8362  2.0497  -0.005  0.0169  0.0095
Si  9.5708  6.8362  2.0497  0.0129  0.025  0.0003
Si  1.3673  9.5708  2.0497  0.0203  0.0038  -0.0056
Si  6.8362  9.5708  2.0497  0.0163  0.0036  -0.0002
Si  0.4432  10.3991  29.9352  0.005  -0.0047  0.0031
Si  5.889  10.3606  29.9382  0.0086  -0.0014  0.0012
Si  2.1998  3.1384  29.8529  -0.0047  0.003  0.0063
Si  7.4382  3.0784  29.7248  -0.0138  -0.002  0.0084
Si  0.3552  4.9589  29.7903  0.0053  -0.0016  0.0052
Si  5.8755  5.007  29.971  -0.002  0.0011  0.0133
Si  2.1629  8.6593  29.9384  -0.002  0.0051  0.0024
Si  7.6382  8.647  29.9397  -0.005  0.0066  0.0022
Si  1.3246  1.3256  31.1391  0.0053  0.0013  -0.0139
Si  6.7401  1.3006  31.1455  0.0047  -0.006  -0.0122
Si  4.0046  4.0776  31.1321  0.0071  0.0022  -0.0223
Si  9.4457  3.9704  30.9532  0.0071  0.0049  -0.0174
Si  1.2658  6.7768  31.1025  -0.0031  -0.0033  -0.0141
Si  6.7993  6.8039  31.2142  0.0033  -0.0057  -0.0084
Si  4.0336  9.5083  31.1573  -0.0038  0.0024  -0.0073
Si  9.5059  9.5383  31.1362  0.0009  -0.0033  -0.006
Si  2.7612  0.0321  32.5231  0.005  -0.0005  0.0125
Si  8.2202  0.0406  32.5151  -0.0019  0.0034  0.0081
Si  -0.1361  2.6531  32.4493  0.0049  0.0037  0.0212
Si  5.3418  2.6526  32.5095  0.0051  0.0086  0.0275
Si  2.7061  5.5026  32.5027  0.0005  0.0044  0.0259
Si  8.2432  5.4266  32.4663  -0.01  0.0007  0.0241
Si  -0.1246  8.1006  32.5052  0.0038  0.0115  0.0085
Si  5.351  8.1108  32.5541  0.0033  -0.001  0.0063
Si  4.0579  1.3454  33.9675  0.0087  -0.0101  -0.0177
Si  9.5359  1.3541  33.941  0.0031  -0.0081  -0.0115
Si  1.294  4.0719  33.7919  0.0031  -0.01  -0.0167
Si  6.7956  4.0633  33.8027  -0.0036  -0.0024  -0.0228
Si  4.0375  6.7931  33.9615  -0.0081  -0.0061  -0.0168
Si  9.5326  6.7648  33.9332  -0.0226  0.0051  -0.0149
Si  1.3226  9.5362  33.7998  -0.0064  -0.0043  0.0015
Si  6.7958  9.5504  33.8174  -0.0003  -0.0037  0.0097
Si  -0.0098  -0.0379  35.2341  0.0152  -0.0124  0.0048
Si  5.4658  -0.031  35.254  0.0093  -0.0126  0.0053
Si  2.6655  2.7405  35.2359  -0.0151  0.0187  0.0156
Si  8.1558  2.7374  35.2429  -0.0131  0.0131  0.0151
Si  -0.0055  5.4254  35.2501  0.0132  -0.0109  0.0205
Si  5.4576  5.4221  35.2387  0.0167  -0.0063  0.0154
Si  2.6788  8.2077  35.2477  -0.0133  0.0196  0.007
Si  8.155  8.1839  35.227  -0.0031  0.0138  0.0005
Si  1.3437  1.3464  36.6083  -0.0077  -0.0022  -0.0003
Si  6.8215  1.3532  36.6145  0.0003  0.0015  0.0025
Si  4.0755  4.0791  36.6052  -0.0052  -0.0023  0.0008
Si  9.5492  4.0841  36.6119  0.0005  -0.0044  0.0025
Si  1.3464  6.8185  36.6133  0.0037  0.002  0.0033
Si  6.8115  6.8154  36.6063  -0.0011  -0.0087  0.0009
Si  4.0819  9.5539  36.6099  0.0031  0.0002  0.0016
Si  9.5482  9.5454  36.5983  -0.0067  -0.0035  -0.0015
Si  2.7469  0.0067  6.1579  -0.0065  -0.0023  0.0017
Si  8.2247  0.0244  6.1488  0.0086  0.0047  -0.0025
Si  0.0242  2.7547  6.1439  0.003  0.0098  -0.0043
Si  5.4841  2.7421  6.1621  -0.0039  -0.0005  0.0007
Si  2.7589  5.4887  6.1398  0.0048  0.0076  -0.0055
Si  8.2147  5.4788  6.1579  -0.0012  -0.0043  0.0005
Si  0.0121  8.2205  6.1603  0.0036  -0.0094  0.0025
Si  5.4855  8.2138  6.1414  0.0022  0.007  -0.0052
Si  4.1457  1.3436  7.5274  0.0201  -0.0244  -0.0043
Si  9.6218  1.3812  7.5124  0.0063  -0.011  -0.0068
Si  1.3899  4.1405  7.4972  -0.0103  -0.0072  -0.0121
Si  6.8341  4.1352  7.5372  -0.0214  0.0205  -0.0136
Si  4.1543  6.8241  7.5091  0.0085  -0.0104  -0.0178
Si  9.6133  6.823  7.524  0.0179  -0.0118  -0.0156
Si  1.3679  9.6037  7.5399  -0.0172  0.021  -0.0023
Si  6.8382  9.6045  7.4916  -0.0098  0.0056  -0.0087
Si  0.0324  0.0585  8.9609  0.0093  -0.0008  0.0008
Si  5.5077  -0.0149  8.9501  -0.007  0.0066  -0.0107
Si  2.7774  2.7664  8.8021  0.005  0.0088  0.0175
Si  8.2612  2.7782  8.8253  0.0195  0.0052  0.0135
Si  0.0695  5.4884  8.9342  -0.0007  0.0129  0.0138
Si  5.4821  5.4893  8.971  0.0114  -0.0069  0.0275
Si  2.7806  8.2026  8.8107  -0.0066  0.008  0.01
Si  8.2159  8.2268  8.7912  0.0004  0.0035  0.02
Si  1.4632  1.514  10.2678  -0.0026  0.005  -0.0179
Si  6.9623  1.4135  10.2105  -0.003  -0.0086  0.0027
Si  4.0727  4.0454  10.2906  -0.0032  -0.0029  -0.036
Si  9.6039  4.1043  10.2618  0.0023  -0.0004  -0.0201
Si  1.5128  6.8713  10.2644  -0.009  -0.011  -0.0206
Si  6.8962  6.9485  10.2544  -0.0075  0.0024  -0.0323
Si  4.0786  9.4968  10.2679  -0.0043  0.0081  -0.0163
Si  9.54  9.5416  10.2089  -0.0019  -0.0071  -0.0122
Si  2.8015  0.064  11.5792  0.003  -0.0013  0.012
Si  8.2485  0.0037  11.6171  -0.0017  -0.0018  0.0092
Si  0.0549  2.8255  11.7153  -0.003  -0.0012  0.0127
Si  5.568  2.721  11.5881  0.0043  -0.001  0.0129
Si  2.7655  5.4367  11.7427  0.0095  0.0038  0.0193
Si  8.3184  5.5986  11.5751  0.0026  -0.005  0.0171
Si  0.1016  8.2797  11.5297  -0.0049  0.005  0.0094
Si  5.4709  8.1884  11.7158  0.0023  -0.0137  0.0225
Si  4.6658  0.8901  12.8167  0.005  -0.0051  -0.0027
Si  10.1087  0.9011  12.8247  0.0049  -0.0025  -0.0034
Si  0.8389  4.697  13.0851  -0.0057  0.0018  0.0015
Si  6.6116  4.5092  12.761  0.0054  0.0007  -0.0065
Si  4.737  6.1768  12.9071  -0.009  0.0087  -0.0037
Si  10.077  6.6165  12.8881  0.0103  0.0019  -0.0074
Si  0.9427  10.1449  12.7674  -0.0047  0.0011  -0.0034
Si  6.38  10.0865  12.8473  -0.0038  0.0089  -0.0025
H  9.7704  1.2012  14.2526  -0.0005  0.0015  -0.0004
H  1.3104  9.7916  14.1707  0.0023  -0.001  0.001
H  4.2913  1.2268  14.2267  -0.0015  0.0024  0.0008
H  6.7084  9.7847  14.2743  0.0016  -0.0004  -0.0008
O  4.3612  6.1642  14.5335  0.0007  -0.0005  0.0051
O  7.3773  4.0134  14.1875  0.0014  0.0005  -0.0003
O  9.5831  7.468  14.2576  -0.0019  0.0042  0.0015
O  1.0778  4.3237  14.71  0.0011  0.0002  0.0055
H  5.5572  10.7077  28.5151  -0.0031  0.0002  0.0013
H  7.9707  8.2959  28.5205  0.0005  -0.0022  -0.0006
H  0.1153  10.7461  28.5114  -0.0021  0.001  -0.0001
H  2.529  8.3673  28.5185  0.001  -0.0009  0.0007
O  5.5744  5.7099  28.4984  -0.0008  0.0046  -0.0029
O  7.2705  2.4965  28.1435  0.0049  -0.0001  -0.0016
O  10.7546  5.4975  28.3061  -0.0029  0.0027  -0.0034
O  2.7665  2.5063  28.406  0.0024  -0.0024  -0.0007
Si  9.8804  0.8667  25.2795  0.0011  -0.0002  -0.0011
Si  4.1194  5.0979  18.7012  0.0008  0.0013  0.002
Si  5.5914  8.471  17.6993  0.0006  0.0006  0.0019
Si  1.4396  3.6307  16.1333  -0.0001  0.0001  0.0014
Si  4.7879  1.299  24.9218  0  -0.0003  -0.001
Si  6.9767  4.1978  15.7467  0.0032  -0.0006  0.0029
Si  2.367  5.2271  23.2695  -0.0004  0.0009  0.001
Si  9.9855  8.3952  22.9729  0.0008  0.001  0.0022
Si  10.2134  6.0775  26.8909  0.0006  0.0003  0.0006
Si  2.2111  1.0098  20.2261  0.0005  0.0014  0.0027
Si  2.9921  7.6572  21.7795  0.0003  0.0006  0.0019
Si  0.6105  3.7212  25.185  0.0002  0.0017  -0.0006
Si  9.9488  6.4649  20.6762  0.0007  0.0012  0.0027
Si  8.4461  3.6481  18.3394  0.001  0.0002  0.0029
Si  6.5928  2.0646  20.4041  0.0004  0.001  0.0024
Si  1.203  5.6176  18.6991  0.0011  0.0012  0.0017
Si  7.999  4.8501  22.6368  0.0008  0.0011  0.002
Si  4.4071  2.922  16.7998  -0.0008  0.0016  0.0031
Si  4.014  6.83  15.9485  0.0006  0.0004  -0.0013
Si  9.7022  8.2582  15.669  0.0018  0.0012  0.0035
Si  8.6882  1.7355  22.5322  0.0007  0.0012  0.0017
Si  4.9352  5.5506  27.0254  -0.0002  0.0015  -0.002
Si  7.4926  2.1965  26.5473  0.0018  0.0002  -0.0039
Si  7.8857  6.4638  17.4207  0.0016  0.0022  0.0023
Si  5.7164  6.1333  21.1701  0.001  0.0008  0.0022
Si  7.1771  8.6369  21.9906  0.0003  0.001  0.0024
Si  4.5653  9.2729  23.7163  0.0008  0.0015  0.0005
Si  4.0735  2.8136  22.1104  -0.0001  -0.0004  0.0022
Si  8.8385  10.6473  17.0777  0.0017  0.001  0.0023
Si  3.1949  7.3651  25.5053  0.0003  0.0011  -0.0018
Si  3.1034  9.2628  19.2047  0.0001  0.0007  0.0023
Si  1.5109  8.1177  16.9577  0.0006  0.0018  -0.0001
Si  0.0179  1.8139  17.921  0.0006  0.0007  0.0021
Si  0.2986  8.7125  25.6764  0.0006  0.0001  -0.0011
Si  10.7167  10.8598  21.4258  0.001  0.0008  0.0019
Si  3.1473  2.9455  26.8895  0.0004  -0.0015  -0.0018
Si  7.6516  5.2345  25.6449  0.0006  0.0018  -0.0011
Si  6.1692  0.6176  17.6984  0.0018  0.0016  0.003
Si  8.9587  9.176  19.7375  0.0004  0.0021  0.0022
O  4.5108  8.4681  18.9282  0.0006  0.0012  -0.0005
O  1.9486  8.4531  25.7002  0.0012  0.0008  0.0025
O  2.2457  9.3043  17.8076  0.0018  0.0009  0.0009
O  6.4395  5.0111  22.1264  0.001  0.0007  -0.0003
O  10.6843  5.0065  25.7233  0.0006  -0.0003  0.0011
O  7.5147  3.1407  19.5808  0.001  0.0013  -0.0007
O  6.1062  5.7051  25.8931  0  0  0.0023
O  8.356  8.3013  23.076  0.0008  0.001  0.0003
O  0.0771  5.5113  19.8776  0.0005  0.0014  -0.0001
O  3.6218  1.6607  26.0081  -0.0001  0.0014  0.0012
O  6.7936  7.339  21.0967  0.0006  0.001  0
O  4.9615  1.4021  16.9395  0.001  0.0008  -0.0011
O  3.2431  8.9541  22.7766  0.0004  -0.0001  0
O  4.1475  5.8585  17.2577  0.0012  0.0003  0.0012
O  8.4452  5.2917  18.4349  0.0002  0.0009  -0.0013
O  7.8991  3.3684  16.8136  0  0.0008  -0.0003
O  3.5137  4.2901  22.5537  0.0001  0.0008  0.0006
O  4.5624  10.6889  24.4941  0.0004  0.0008  0.0012
O  2.838  6.0328  24.6165  0.0004  0.0003  0.0006
O  4.3439  4.0421  26.8726  -0.0005  -0.0003  0.0022
O  5.3299  2.8287  21.074  0.0011  0.0014  -0.0003
O  8.9527  5.4711  21.48  0.0013  0.0003  0.0008
O  0.5366  2.3218  16.4577  0.0005  0.0014  0.0005
O  5.4371  3.7187  15.8469  0.0012  0.0017  -0.0003
O  10.8553  2.2126  25.1244  0.0004  0.0003  0.0015
O  8.9196  0.8832  23.9226  0.0002  0.0003  0.0005
O  4.4071  6.853  21.7827  0.0003  0.0003  0.0005
O  7.3642  1.3333  21.6567  0.0012  0.001  -0.0002
O  10.6728  7.6801  26.845  -0.0002  0.0005  0.0022
O  6.164  0.9522  19.2944  0.0008  0.0008  -0.0004
O  1.9696  6.4654  22.2624  0.0008  0.0002  -0.0002
O  7.8358  9.61  20.8545  0.0004  0.0006  0
O  3.7677  6.7019  26.8921  0.0001  0.0003  0.003
O  7.0933  5.769  16.1663  -0.0004  0.0005  -0.0007
O  5.9152  9.2536  22.793  0.001  0.0002  0.0007
O  2.6675  5.3673  19.4011  0.0008  0.0009  -0.0002
O  4.5638  2.1211  23.5149  0.0008  0.0012  0.0004
O  10.664  7.959  24.3582  0.0004  0.0007  -0.0004
O  2.9216  2.1385  21.1551  0.0007  0.0013  -0.0007
O  5.319  5.5262  19.7081  0.0009  0.0014  -0.0007
O  0.2849  8.6727  16.0765  0.0006  0  -0.0006
O  0.997  7.1011  18.1026  0.0005  0.0001  0.0004
O  10.5879  7.4454  21.8111  0.0014  0.0009  -0.0002
O  7.6438  0.821  16.9941  -0.0001  0.0014  0.0006
O  8.5206  3.3196  22.8481  0.0005  0.0006  0.0001
O  4.4989  8.1301  24.8748  0.0002  0.0008  0.0016
O  6.809  7.4766  18.113  0.0012  0.0011  -0.0003
O  7.834  3.6234  25.8381  0.0001  0.0004  0.0021
O  1.1526  4.1937  23.6951  0.0008  0.0004  0.0014
O  10.2313  0.4203  17.5081  0.0008  0.0012  -0.0001
O  3.2747  10.8418  19.6198  0.0007  0.0006  -0.0005
O  1.1368  4.6192  17.4077  0.0011  0.0022  0.0006
O  4.3338  3.5224  18.3254  0.0011  0.0008  -0.0005
O  8.5802  6.0534  26.7222  -0.0002  0.0002  0.0013
O  10.6974  10.3383  25.6372  -0.0003  0.0012  0.0017
O  5.0145  8.0661  16.2324  0.0011  0.0016  0.0005
O  8.0855  5.5717  24.1011  0.0002  0.0003  -0.0001
O  10.2937  10.0426  20.0823  0.0003  0.0005  -0.0002
O  2.9702  3.0759  16.0762  0.0012  0.0006  -0.0004
O  2.4505  8.3304  20.3906  0.0014  0.0008  -0.0008
O  8.9216  9.715  15.7206  0.0006  0.0008  -0.0007
O  1.3547  0.183  21.3234  0.0009  0.0006  -0.0003
O  5.9182  10.005  17.4561  0.0002  0.0015  -0.0003
O  8.4696  9.6278  18.2835  0.0011  0.0004  0.0004
O  1.2412  1.613  19.0214  0.0013  0.0006  0.0001
O  9.8882  2.9088  18.5239  0.0004  0.0015  -0.0003
O  9.1586  7.2515  16.8184  0.0002  -0.0001  -0.0002
O  6.2256  1.5525  25.6938  0.0002  0.0004  0.0031
O  1.8359  3.6065  26.2275  0.0003  0.0013  0.0023
O  9.2411  7.5651  19.6801  0.0011  0.0006  -0.0002
O  9.9736  1.37  21.5844  0.0006  0.0009  0.0001
O  10.4534  9.93  22.7212  0.0006  0.0015  0.0006
O  8.7901  1.169  26.4742  0.0002  0.0012  0.0021
O  2.4829  7.3778  15.8819  -0.0002  0.001  0.0004

Results
free energy: -173266.624 eV
free energy less fixed offsets of H -15.97, O -568.88, Si -635.61 eV per atom: -4.314 eV

The program warned: the cutoff lies below the one the program advises for these potential files; the exchange-correlation potential is rough where the density is thin.
